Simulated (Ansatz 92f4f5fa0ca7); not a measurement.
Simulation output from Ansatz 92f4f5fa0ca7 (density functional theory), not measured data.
Periodic cell of 224 atoms, Si133O90H1, from a study of silicon, its oxide and their interface. The atomic structure is a simulated model.
Doubt: the cutoff is far below the 930 eV that the study's wrapper takes by default for these files, so forces and energies are approximate.
This geometry differs little from another in the collection (a relaxation step or a small displacement).

Settings: functional PBE; potential files Ansatz PAW; basis plane waves; wave-function cutoff 580 eV; density cutoff ratio 5; exchange-correlation grid ratio 1; k mesh 1 x 1 x 1, Gamma-centred; self-consistency stop 5e-08 eV per atom in the density residual; occupations fixed; spin none; net charge +1 e, with a uniform compensating background and no finite-size correction.

Cell vectors (angstrom)
a 10.938 0 0
b 0 10.938 0
c 0 0 32.3439

Atoms and the computed forces on them: element, x, y, z (angstrom), force x, y, z (eV/angstrom)
Si 0.3788 -0.3929 24.901 -0.0013 -0.0009 0.0168
Si 5.2121 0.2058 24.7857 -0.0035 0.0004 0.0055
Si 2.8626 2.3555 24.7535 -0.0054 -0.0016 0.006
Si 7.8382 2.8553 24.7704 0.0015 0.0028 0.0137
Si -0.2706 5.6842 24.9567 -0.0002 0.0032 0.0094
Si 5.6929 5.1912 24.8886 -0.0017 0.0036 0.0155
Si 2.5848 8.2513 24.8787 -0.0033 0.0025 0.0128
Si 8.3385 7.7658 25.0048 -0.0012 0.0002 0.0101
Si 1.4138 1.2411 26.2349 0.0032 -0.005 -0.0066
Si 6.7472 1.3409 26.1897 0.0001 0.0029 -0.0036
Si 4.0222 4.0149 26.0756 0.0025 0.0002 -0.0048
Si 9.5303 3.9685 26.1051 -0.0017 0.0006 -0.0034
Si 1.3335 6.8023 26.2603 -0.0031 0.0014 -0.0032
Si 6.8293 6.6528 26.3574 0.0038 -0.0035 -0.0044
Si 4.1457 9.4979 26.14 -0.0021 -0.0001 -0.0047
Si 9.5459 9.5034 26.1195 0.005 -0.0023 -0.0047
Si 2.8078 -0.0762 27.5801 -0.0021 -0.0014 0.0038
Si 8.2058 -0.0133 27.5037 -0.0015 -0.0005 0.0029
Si 0.0237 2.6882 27.5145 -0.0052 0.0025 0.0022
Si 5.4287 2.7496 27.548 0.0018 -0.0025 0.0051
Si 2.7468 5.4244 27.5303 -0.0028 0.0012 0.0005
Si 8.2774 5.3467 27.6103 0.0002 0.0007 0.0019
Si -0.0127 8.2211 27.5791 0.0001 -0.0008 0.0026
Si 5.5017 8.1743 27.5604 -0.0006 0.0006 0.0021
Si 4.1018 1.3673 28.9257 0.0782 -0.0578 0.1674
Si 9.5708 1.3673 28.9257 -0.0313 -0.109 -0.2676
Si 1.3673 4.1018 28.9257 -0.041 -0.1843 -0.1724
Si 6.8362 4.1018 28.9257 -0.157 -0.3527 0.3225
Si 4.1018 6.8362 28.9257 -0.063 -0.1295 -0.1377
Si 9.5708 6.8362 28.9257 0.1178 -0.181 0.1684
Si 1.3673 9.5708 28.9257 0.0569 -0.0307 0.2492
Si 6.8362 9.5708 28.9257 0.1519 0.032 -0.1019
Si 0 0 30.2929 0.0547 0.0003 -0.0707
Si 5.469 0 30.2929 0.0093 0.1197 -0.047
Si 2.7345 2.7345 30.2929 -0.0597 -0.0984 -0.0595
Si 8.2035 2.7345 30.2929 -0.191 -0.0455 -0.0413
Si 0 5.469 30.2929 -0.0252 0.1169 -0.0503
Si 5.469 5.469 30.2929 0.0604 0.0207 -0.069
Si 2.7345 8.2035 30.2929 -0.1482 -0.0267 -0.0525
Si 8.2035 8.2035 30.2929 -0.0361 -0.0407 -0.0709
Si 1.3673 1.3673 31.6602 -0.0324 0.0361 0.0462
Si 6.8362 1.3673 31.6602 0.109 -0.0818 0.0501
Si 4.1018 4.1018 31.6602 -0.0105 0.0154 0.0234
Si 9.5708 4.1018 31.6602 0.0253 -0.0332 0.0011
Si 1.3673 6.8362 31.6602 0.0738 -0.0748 0.0415
Si 6.8362 6.8362 31.6602 -0.0329 0.0124 0.0387
Si 4.1018 9.5708 31.6602 0.0274 -0.047 -0.0023
Si 9.5708 9.5708 31.6602 0.0154 -0.0165 0.0266
Si 2.7345 0 0.6835 0.0042 -0.0076 -0.0269
Si 8.2035 0 0.6835 -0.0938 0.0569 -0.0382
Si 0 2.7345 0.6835 -0.0165 0.0167 -0.0092
Si 5.469 2.7345 0.6835 0.0008 -0.0109 -0.0406
Si 2.7345 5.469 0.6835 -0.075 0.0811 -0.0504
Si 8.2035 5.469 0.6835 -0.0055 0.0216 -0.0249
Si 0 8.2035 0.6835 0.0045 -0.0035 -0.0408
Si 5.469 8.2035 0.6835 -0.0071 0.0336 -0.006
Si 4.1018 1.3673 2.0507 0.0263 0.0452 0.098
Si 9.5708 1.3673 2.0507 0.0334 -0.0507 0.0066
Si 1.3673 4.1018 2.0507 0.1481 0.0396 0.0191
Si 6.8362 4.1018 2.0507 0.0065 0.0116 0.1147
Si 4.1018 6.8362 2.0507 -0.0267 -0.13 0.0116
Si 9.5708 6.8362 2.0507 0.0279 0.0362 0.1111
Si 1.3673 9.5708 2.0507 -0.0346 -0.015 0.1048
Si 6.8362 9.5708 2.0507 0.1417 0.0146 0.0051
Si 0 0 3.418 -0.1742 0.1401 -0.2146
Si 5.469 0 3.418 0.1854 0.0854 0.1389
Si 2.7345 2.7345 3.418 0.0561 0.4427 -0.3151
Si 8.2035 2.7345 3.418 0.1322 -0.0935 0.1289
Si 0 5.469 3.418 0.1873 0.1131 0.1749
Si 5.469 5.469 3.418 -0.4516 0.0514 -0.1294
Si 2.7345 8.2035 3.418 -0.0476 -0.2387 0.2259
Si 8.2035 8.2035 3.418 0.0138 0.5042 -0.374
Si 1.3229 1.4468 4.727 -0.0007 -0.0016 -0.0035
Si 6.8553 1.3768 4.8287 0.0009 0.0008 -0.0003
Si 4.0706 4.1215 4.825 0.0009 0.001 -0.0044
Si 9.5746 4.1199 4.7955 0.0008 0.001 -0.0027
Si 1.3606 6.8389 4.8612 -0.0005 0.0008 -0.0029
Si 6.758 6.9365 4.7051 0.0029 -0.0014 -0.0047
Si 4.084 9.5927 4.7823 0 0.0008 -0.0022
Si 9.5416 9.6215 4.7931 0.0019 0.0002 -0.0038
Si 2.7363 0.1273 6.0135 -0.0007 0.0014 0.0041
Si 8.2548 0.0809 6.2617 -0.001 0.0007 0.0033
Si 0.0452 2.7972 6.1997 0.002 -0.0017 0.0048
Si 5.5158 2.7865 6.1649 0.0006 0.0005 0.0056
Si 2.713 5.4671 6.3115 0.0021 -0.0006 0.0048
Si 8.1562 5.5933 5.9579 -0.0018 0.0031 0.0042
Si -0.0126 8.2943 6.1606 -0.0025 0.0002 0.0044
Si 5.4896 8.3024 6.1807 -0.0006 -0.0005 0.0048
Si 3.9846 1.534 7.4406 -0.0003 0.0007 -0.007
Si 9.872 1.2777 7.6035 -0.001 0.0006 -0.0031
Si 1.6803 3.7291 7.6708 -0.0032 0.0036 -0.0111
Si 6.6557 4.4992 7.3485 -0.0044 -0.0001 -0.0043
Si 4.388 6.6789 7.4809 -0.0014 0.0007 -0.0026
Si 9.2517 7.1171 7.3363 -0.0003 0.0006 -0.0067
Si 1.152 9.9989 7.3375 -0.0015 0.0035 0.0021
Si 7.101 9.4132 7.5699 -0.0021 0.0022 -0.0045
O 9.5229 6.7613 24.4012 0.0006 -0.0007 -0.0002
O 4.0439 1.2796 24.2366 0.0017 0.0008 0.0046
O 8.1694 8.2105 7.9572 0.0028 -0.0017 -0.0008
O 2.8946 2.6545 7.94 0.0018 -0.0025 0.0003
O 6.8129 4.0902 24.3851 0.0047 -0.0043 -0.0024
O 1.4682 9.3847 24.4632 0.0041 -0.0004 -0.0042
O 5.51 5.5485 7.9412 0.0026 -0.0017 -0.0014
O 0.0529 0.1129 8.0209 0.0027 -0.0034 -0.001
O 7.6192 4.0576 8.5886 0.0015 -0.0012 0.0018
O 6.5635 10.033 9.0138 -0.0015 0.0028 0.0038
O 9.8539 6.2115 8.5817 0.0009 -0.0003 0.0021
O 2.1759 9.4604 8.503 -0.0004 -0.0047 -0.0025
O 4.5646 0.7796 8.7888 0.0025 -0.0022 0.0037
O 1.0749 3.863 9.2027 -0.0013 -0.0003 0.0112
O 9.4122 2.0925 8.987 -0.0023 0.0031 0.0028
O 3.8843 7.3878 8.9116 -0.0017 0.0013 0.0036
O 7.2663 8.1666 23.7978 -0.0009 -0.0011 0.002
O 8.1215 2.0843 23.3311 0.0003 -0.0012 0.0019
O 5.1938 5.9151 23.5054 -0.0002 0.0008 -0.0011
O 1.9681 2.8684 23.4408 -0.0048 0.0038 -0.0022
O 10.9757 0.2623 23.4227 0.0001 0.0013 -0.0014
O 0.5775 5.1196 23.6652 -0.0002 -0.0016 0.0044
O 3.1913 7.6432 23.4658 0.0013 -0.0003 0.0009
O 6.0066 10.5108 23.4652 0.002 -0.0007 0.0058
Si 6.1616 -2.8384 20.4825 -0.0016 0.0041 -0.0008
Si 4.1694 6.7142 22.542 -0.0018 -0.0002 -0.0079
Si -6.709 15.277 11.7849 0.0015 -0.0008 0.0036
Si 5.6566 1.6468 12.2993 -0.0001 0.0002 0.0035
Si 5.9269 0.4689 9.6407 -0.0008 -0.0012 0.002
Si -1.1426 -0.6298 16.3234 0.0006 0.0027 0.0024
Si -0.0123 -0.4443 13.424 0 0.0019 0.0036
Si -1.943 2.2742 21.9536 0.001 -0.0003 -0.0045
Si 5.4722 5.016 14.3013 -0.0013 0.0001 0.002
Si 2.8468 3.5305 18.5484 -0.0064 -0.026 0.0334
Si 2.1687 -2.272 12.4391 0.0019 -0.0003 0.0026
Si 2.0511 5.4964 20.7007 -0.0013 -0.0072 -0.0034
Si 8.0785 2.8646 9.5802 0.002 0.0001 0.0024
Si 0.1191 8.0404 20.4965 -0.0009 -0.0004 -0.0086
Si 12.8444 3.2205 15.8981 -0.0003 -0.002 0.0101
Si 3.854 -3.3236 14.6714 -0.0019 -0.0013 0.002
Si -1.3585 5.6379 13.989 0.0001 -0.0004 0.0027
Si -2.8796 14.4861 19.2734 0.001 0.0015 -0.0003
Si 5.7903 3.5506 17.194 -0.0037 0.0011 0.0039
Si 8.5708 6.494 19.4096 0.0012 -0.0008 -0.0011
Si -3.7437 -1.4053 22.9088 -0.0022 0.0007 -0.008
Si -1.4632 7.1856 16.4943 -0.0009 -0.0001 0.0028
Si 7.6372 1.2381 17.5423 -0.0009 -0.0051 0.0044
Si 3.0575 0.8834 20.0481 0.0163 0.0296 -0.0057
Si 12.1279 4.2441 10.795 -0.0006 -0.0029 0.0021
Si 5.4558 10.464 18.785 -0.0032 0.0058 0.0005
Si 10.0338 10.5523 22.2575 0.0001 -0.0007 -0.0039
Si -0.6767 -3.0026 12.2243 -0.0006 -0.0008 0.0034
Si 1.139 -0.9805 18.2926 0.0179 -0.0053 0.0037
Si 2.5184 8.1587 9.3957 0.0022 0.0028 0.0009
Si -3.1437 3.6755 12.6265 0.0008 -0.0005 0.0026
Si -0.1284 6.6657 9.8075 0.0001 -0.0009 0.0027
Si 0.7846 3.7847 22.7524 0.0076 -0.0019 -0.0104
Si -7.481 1.3517 14.3281 -0.0008 0.0013 0.0025
Si 12.1073 6.1216 15.5208 0.0013 -0.002 0.0049
Si 0.8817 2.2457 13.2059 0.0004 0.0001 0.0039
Si 3.5756 -0.9621 16.3905 0 0.0024 0.0143
O 2.2393 -1.4326 17.196 0.0057 0.0016 -0.0045
O -1.9841 -6.0331 19.4171 0.0004 0.002 0.0026
O 4.6041 -0.2369 17.421 0.0023 -0.007 0.0062
O -2.0974 6.1709 15.3659 0.0004 0.0006 0.0005
O 0.6543 3.2354 11.9455 0.0007 0.0011 -0.0016
O 1.2499 -4.0209 20.8646 -0.0013 0.0024 0.0002
O 1.3184 7.0802 9.1787 -0.0002 0.0005 0
O -6.0796 2.8457 11.501 -0.0004 0.0011 -0.0005
O 9.3005 -4.1421 12.8681 0.0007 0.0008 -0.0006
O 5.0958 -4.3604 14.5724 -0.0002 -0.0003 0.0004
O 2.4069 1.6522 13.1136 -0.0007 -0.0009 0
O 4.1779 4.4503 13.4397 -0.0001 -0.0001 -0.0006
O -4.0174 0.2209 18.6294 -0.0083 0.0006 -0.0134
O 3.3286 2.5962 15.3837 0.0008 -0.0011 -0.0021
O 4.3557 8.7043 15.7673 -0.0005 0.0064 0.006
O 5.8008 4.3871 15.7839 0.0014 0.0008 0.0006
O 2.3717 7.1279 15.1494 0.0008 0.0001 0
O 8.695 -0.8222 23.0699 0.0008 0.0005 0.0041
O -5.7567 16.4163 11.1159 0.0025 -0.003 0.0052
O 1.9751 4.8304 16.0649 -0.002 0.0037 -0.0019
O 6.6862 4.0578 18.5005 -0.0001 -0.0001 -0.0007
O 1.1861 4.2455 21.2554 -0.0018 0.0065 0.0079
O 4.2801 3.6046 17.7935 0.0101 0.0037 -0.0059
O 6.9273 1.7311 9.4837 0.0001 0.0005 -0.0004
O 0.9106 -3.3159 12.5707 0.0004 0.0002 -0.0007
O -0.6502 3.0828 22.5151 -0.0006 0.0007 0.0042
O 6.4234 2.0773 16.8142 0.0002 -0.0013 0.0016
O -0.8296 7.9155 10.5969 0.0001 -0.0002 -0.001
O -8.494 5.0012 19.1727 0.0013 0.0028 0.0009
O 20.5705 7.2898 20.3425 0.0045 0.0031 0.0018
O 5.689 0.366 11.2624 -0.0002 -0.0003 -0.0004
O 8.6635 6.983 17.8731 0.0009 -0.0007 -0.0001
O -2.9004 2.9796 20.8227 -0.0002 -0.0006 0.0031
O 9.1252 4.141 13.4841 -0.0003 0.0002 -0.0002
O -9.1751 2.8244 17.5056 -0.0011 0.0014 -0.0086
O -0.23 12.0222 12.9162 -0.0002 -0.0006 0.0009
O -1.0672 -1.5084 12.7706 0.0003 0 -0.0006
O 0.6591 -2.2864 19.0999 -0.0037 -0.0021 0.0052
O 3.0124 2.4738 19.8134 -0.0041 0.017 -0.0078
O 1.8512 11.0319 19.3272 -0.0151 -0.0092 -0.0175
O 2.6714 8.719 10.8976 -0.0004 -0.0003 -0.0004
O 3.5392 -2.6562 13.2192 -0.0025 0.0005 -0.0016
O 5.5853 8.8842 19.1621 0.0017 -0.0067 -0.0034
O -11.1289 -0.3364 17.6237 -0.0006 -0.0004 0.0011
O 8.5131 0.3794 16.4678 0.0007 0.0002 0.0022
O 4.9489 7.6344 21.4501 -0.0015 -0.0017 0.0064
O 2.745 4.5604 11.1478 -0.0012 0.0004 -0.0002
O -4.2121 4.7722 13.2616 0 0.0005 -0.0012
O -6.379 11.2131 19.972 -0.0044 -0.0093 0.0083
O -0.2035 10.5824 15.0334 -0.0007 -0.0021 -0.001
O 7.0012 9.2196 21.3253 0.0013 -0.001 0.0045
O 0.2489 -5.3483 14.282 -0.001 0.0003 -0.0001
O 8.61 13.2481 18.3353 -0.0013 -0.0027 0.0013
O 8.2451 3.606 11.0378 0 0.0001 -0.0012
O 7.1278 2.1832 12.8275 -0.0002 0.0004 -0.0005
O -0.1323 -1.6365 21.5287 -0.001 0.0015 0.0049
O 1.5125 -0.8863 12.9981 0.0008 -0.0005 -0.0001
O 0.1486 6.828 16.6008 -0.001 -0.0001 -0.0004
O 0.1426 5.4922 10.8989 -0.0007 0.0009 -0.001
O 0.7611 2.7874 14.7859 0.0001 -0.0004 -0.0031
O 7.0835 6.8381 20.0082 0.0029 -0.0013 0.0022
O 3.3603 5.6182 21.6573 0 0.0024 0.0046
O -1.6585 8.7695 16.1603 0.0007 0.0001 0.0031
O 3.1087 0.029 15.2019 0.0021 0.0006 0.0008
O -1.3809 0.8588 21.3015 -0.0009 -0.0003 0.0033
O -6.0157 1.1828 13.6753 0.0002 0 0.0001
H -6.1371 16.983 10.4239 -0.0027 0.0032 -0.0051

Results
free energy: -135753.475 eV
free energy less fixed offsets of H -15.97, O -568.88, Si -635.61 eV per atom: -2.175 eV

The program warned: the cutoff lies below the one the program advises for these potential files; the forces do not sum to zero within the program's tolerance; the exchange-correlation potential is rough where the density is thin.
